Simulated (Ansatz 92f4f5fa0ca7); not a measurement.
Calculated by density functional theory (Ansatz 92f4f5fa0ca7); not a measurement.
Periodic cell of 254 atoms, Si144O106N4, from a study of silicon, its oxide and their interface. The atomic structure is a simulated model.
This geometry differs little from another in the collection (a relaxation step or a small displacement).

Settings
functional: r2SCAN
potential files: Ansatz PAW
basis: plane waves
wave-function cutoff: 800 eV
density cutoff ratio: 5
exchange-correlation grid ratio: 1
k mesh: 1 x 1 x 1, shifted by 0.5 0.5 0 of a step
self-consistency stop: 1e-10 eV per atom in the density residual
occupations: fixed
spin: none
net charge: 0

Cell vectors (angstrom)
a  10.887  0  0
b  0  10.887  0
c  0  0  36.0376

Atoms and the computed forces on them: element, x, y, z (angstrom), force x, y, z (eV/angstrom)
Si  0.2858  -0.5594  0.1355  0.002  -0.0022  -0.01
Si  2.559  2.956  0.1045  0.0036  -0.0015  -0.0113
Si  0.468  5.3285  -0.0857  0.0006  0.0049  -0.0167
Si  2.7074  8.3696  0.4297  0.0047  -0.0004  -0.0151
Si  5.3535  -0.2362  -0.0288  -0.0039  -0.0008  -0.0156
Si  7.8558  2.9452  0.1455  0.0009  -0.0043  -0.0112
Si  5.5612  5.0469  0.2132  -0.0002  0.0024  -0.0119
Si  7.5901  8.3719  -0.2213  -0.0029  -0.0045  -0.0178
Si  1.3187  1.2954  1.2684  -0.0002  0.0017  0.0005
Si  4.0471  3.9672  1.5831  0.0001  -0.0006  0.0033
Si  1.4326  6.7446  1.5009  0.001  0.0014  0.0033
Si  4.1096  9.6392  1.6797  0.0031  -0.0015  0.0041
Si  6.6632  1.3088  1.3102  0.0004  -0.0011  0.0007
Si  9.566  4.1982  1.185  0.0015  0.0013  0.0016
Si  6.6742  6.8097  1.3117  0.0018  -0.0005  0.0007
Si  9.3782  9.3246  1.228  -0.0005  -0.0006  0.0018
Si  -0.0388  2.7282  2.6007  0.0009  0.0001  0.0001
Si  2.6543  0.1107  2.8404  -0.0009  -0.0013  -0.0001
Si  -0.1006  8.0791  2.7104  0.0007  -0.0007  0.0008
Si  2.7463  5.4058  2.8759  -0.0002  0.0014  0
Si  5.4134  2.5986  2.8403  0.0008  0.0005  0.0006
Si  8.1233  -0.0639  2.6097  -0.0005  -0.0008  0.0002
Si  5.4383  8.1252  2.8335  -0.0014  0.0014  0.0009
Si  8.1767  5.4995  2.6294  -0.0001  -0.0017  0.0003
Si  1.3216  4.0151  4.0906  0.0004  -0.0004  -0.0007
Si  4.0404  1.3549  4.2387  0.0016  -0.001  0.0014
Si  1.2739  9.5178  4.0452  -0.0002  -0.0005  -0.0012
Si  4.0804  6.7917  4.1878  -0.0006  0.0001  0.0013
Si  6.8196  4.0846  4.0173  -0.0007  -0.0003  -0.0013
Si  9.4865  1.3469  3.9698  0.0008  0  -0.0003
Si  6.8365  9.5042  4.0986  -0.0005  0.0001  -0.0011
Si  9.4881  6.7629  4.1204  0.0015  -0.0003  0.0003
Si  -0.0454  0.0164  5.4079  0.0013  0.0005  -0.001
Si  2.6914  2.7417  5.529  0.0019  0.0005  -0.0002
Si  -0.0214  5.3998  5.4405  -0.0005  0.0011  -0.0005
Si  2.6653  8.1777  5.4339  0.0008  -0.0011  -0.0007
Si  5.4463  -0.0469  5.4721  -0.0008  0.0008  -0.0011
Si  8.1614  2.708  5.3757  -0.0012  -0.001  -0.0013
Si  5.4764  5.4185  5.464  0.0001  0.0003  -0.0016
Si  8.1773  8.1624  5.4823  0.0011  -0.0003  -0.001
Si  1.3299  1.339  6.8184  0.0002  0  -0.0013
Si  4.0909  4.0997  6.8451  -0.0013  0  -0.0007
Si  1.3374  6.7921  6.7862  -0.0001  -0.0002  -0.0006
Si  4.0586  9.4996  6.799  -0.0002  -0.0002  -0.0006
Si  6.8096  1.367  6.7738  -0.0008  -0.0004  -0.0005
Si  9.509  4.0451  6.7778  -0.0004  -0.0001  -0.0006
Si  6.8102  6.797  6.8271  -0.0003  0  -0.0012
Si  9.5288  9.5438  6.8197  -0.0004  -0.0003  -0.0016
Si  -0.0185  2.7241  8.1567  0.0007  -0.0004  -0.0015
Si  2.7285  -0.0144  8.1547  -0.0005  0  -0.001
Si  0.0142  8.1672  8.1597  0  0.0003  -0.0013
Si  2.7185  5.4793  8.1695  0.0002  -0.0004  -0.0006
Si  5.4695  2.716  8.1626  0.0001  0.0003  -0.001
Si  8.1616  0.0286  8.16  -0.0002  -0.0002  -0.0014
Si  5.4207  8.1601  8.1602  0.0003  -0.0003  -0.001
Si  8.1829  5.4205  8.1504  -0.0002  0.0006  -0.0013
Si  1.3517  4.0963  9.4961  -0.0014  0.0002  -0.0013
Si  4.1073  1.344  9.4984  -0.0001  -0.0011  -0.0014
Si  1.3958  9.509  9.5249  0.0014  -0.0002  -0.0013
Si  4.0733  6.8289  9.5437  -0.0012  0.0013  -0.0001
Si  6.8297  4.0825  9.5283  0.0011  -0.0005  -0.0012
Si  9.5255  1.3835  9.5311  -0.001  0.0013  -0.0014
Si  6.7781  9.5531  9.4911  -0.0009  -0.0002  -0.0013
Si  9.5383  6.792  9.4988  0.0001  -0.001  -0.0019
Si  0.0428  0.0209  10.8302  0.0006  -0.0005  -0.0004
Si  2.746  2.7308  10.7997  0.0008  0.0007  0.0009
Si  0.0157  5.4569  10.8896  0.0003  0.0004  0.0001
Si  2.7492  8.1885  10.9455  0.0007  0.0001  -0.001
Si  5.4499  0.0083  10.9116  -0.0001  0.0006  -0.0001
Si  8.186  2.7415  10.9229  0.0007  0.0002  0.0001
Si  5.4593  5.4626  10.8503  -0.0007  0  -0.0006
Si  8.1511  8.1753  10.7936  0.0001  0.001  0.0009
Si  1.4365  1.3731  12.1753  0.0006  0.0006  -0.0013
Si  4.0938  4.0798  12.1538  -0.0007  0.0001  -0.001
Si  1.3765  6.8034  12.2686  0  0.0006  -0.0008
Si  4.1126  9.5551  12.3283  0.0001  0.0004  0.0003
Si  6.8142  1.378  12.2705  -0.0006  0.0002  -0.0013
Si  9.5591  4.1098  12.2815  0.0008  0.0004  -0.002
Si  6.7999  6.8585  12.1891  -0.0004  0.0012  -0.002
Si  9.5325  9.5351  12.0977  -0.0006  0.0001  -0.0036
Si  0.1129  2.7284  13.5559  -0.0012  0.0015  0.0036
Si  2.769  0.0796  13.659  0.0008  -0.0005  0.0026
Si  -0.0242  8.2262  13.5083  0.0014  -0.0003  0.0033
Si  2.7753  5.4144  13.5671  -0.0007  0.0016  0.0035
Si  5.4301  2.7695  13.58  0.0005  -0.0019  0.0044
Si  8.2321  -0.0191  13.521  -0.0013  0.0011  0.0022
Si  5.4947  8.1893  13.6709  0.0003  0.0005  0.0037
Si  8.163  5.5276  13.5623  0.0006  -0.001  0.0039
Si  1.6864  3.84  14.9268  0.0023  -0.0019  -0.0215
Si  3.9348  1.6606  15.0219  -0.0018  0.0027  -0.0231
Si  1.1071  9.7935  14.8243  -0.0008  0.0041  -0.0202
Si  4.3195  6.5544  14.9079  0.0031  -0.0001  -0.0232
Si  6.5556  4.3941  14.8313  -0.0014  0.0019  -0.0216
Si  9.8383  1.124  14.7792  0.0036  -0.002  -0.022
Si  7.1396  9.3486  14.9311  0.0008  -0.0034  -0.0214
Si  9.3107  7.1167  14.8608  -0.0018  0.0022  -0.0222
Si  -2.424  -18.7497  16.9042  0.0008  0  -0.0366
Si  -8.9758  12.7641  27.3638  0.005  0.0011  0.0235
Si  -1.7784  13.3209  33.4531  0.0008  0.0019  -0.0079
Si  -19.0947  16.9396  28.7772  -0.0008  0.0038  0.0146
Si  -17.8648  14.252  28.6576  -0.0037  -0.0031  0.0173
Si  2.9816  -2.4286  16.925  0.0075  0.0058  -0.037
Si  -1.3831  -19.0434  23.578  -0.0082  0.0018  0.0147
Si  -22.0392  -13.5913  21.2951  -0.0018  0.0003  0.0041
Si  11.5686  27.5065  19.962  -0.002  -0.0018  -0.0078
Si  -0.2094  -5.6364  17.0174  0.0007  -0.0006  -0.0366
Si  -4.0968  -8.8689  24.4843  0  0.003  0.0167
Si  -4.1377  -4.0097  25.8824  -0.0147  0.004  0.0036
Si  -5.9574  8.6638  21.8036  0.0009  -0.0026  0.0038
Si  -14.9142  -25.9989  22.8289  0.0059  0.0044  0.0151
Si  -7.1699  1.05  30.8166  -0.0031  0.0016  0.0134
Si  -24.2868  -8.828  19.7123  -0.0093  -0.0003  -0.0086
Si  -7.1388  -0.4358  27.0085  0  -0.0053  0.0235
Si  -17.5584  -4.0625  34.2199  -0.0008  -0.0003  -0.0117
Si  -20.9386  -0.4008  30.5536  -0.0017  -0.0003  0.0075
Si  5.0005  2.134  22.1421  -0.0002  0.0007  0.0091
Si  -12.8097  -0.0267  24.3053  0.0031  -0.0002  0.0147
Si  -3.8739  18.0517  33.0178  0.0004  -0.0012  -0.0099
Si  13.0171  1.905  22.6416  -0.0015  -0.0032  0.0146
Si  -4.6725  21.8201  20.1685  -0.0021  0.0017  -0.0108
Si  -15.3234  -17.8544  26.9654  0.0078  -0.0012  0.0242
Si  -25.3746  -7.0815  22.033  0.001  0.0143  0.0044
Si  22.7209  -3.3318  30.5754  0.001  0.0071  0.0177
Si  8.1253  -6.3574  31.6768  -0.0047  -0.0007  0.0044
Si  22.5998  -18.3599  25.0515  0.006  0.0057  0.0245
Si  -23.1297  6.7922  28.7174  -0.0035  -0.0025  0.0191
Si  -23.4933  -1.9994  26.6374  0.0033  0.0002  0.0267
Si  -19.3653  -13.783  20.0046  -0.0008  0.0027  -0.0015
Si  5.9552  -0.2556  29.1978  0.002  -0.0028  0.0133
Si  -2.9288  -1.6576  21.8265  0.0044  -0.0136  0.0178
Si  3.11  10.1182  24.0514  -0.0026  0.009  0.012
Si  -2.3401  -17.7371  28.8648  0.0004  0.0027  0.017
Si  -16.4719  -0.2424  17.0739  -0.0091  -0.0065  -0.0444
Si  -21.53  22.0355  33.3674  0.0035  -0.0008  -0.0174
Si  -31.3101  17.1844  33.1644  -0.0051  0.0089  -0.0041
Si  1.5383  -4.5642  26.0319  0.0055  -0.0002  0.0302
Si  -32.6957  2.1409  29.7408  0.0001  -0.0037  0.0131
Si  -17.776  18.4186  26.8083  0.003  -0.0022  0.0224
Si  10.9436  -6.9117  32.1365  -0.0053  -0.0042  0.001
Si  -1.966  10.6829  29.1852  0.0047  -0.0024  0.0181
Si  -21.7348  13.7008  20.886  -0.001  0.0012  0.0059
Si  -10.599  19.5255  24.4362  -0.0004  -0.0023  0.0141
Si  14.2056  1.1666  33.9247  0.0028  -0.002  -0.0168
Si  -14.203  19.2733  30.1819  0.0024  -0.0006  0.012
O  2.3952  0.3438  27.4635  0.0024  -0.0028  -0.0073
O  -0.38  -0.3791  34.6985  -0.002  0  0.0188
O  -9.8752  2.1851  26.0797  -0.0061  0.0001  -0.0143
O  -6.1861  5.4688  34.9335  0.005  -0.0054  0.0135
O  -0.0859  -2.5591  22.8996  0.0023  0.0015  -0.0048
O  -25.06  15.3339  30.1416  -0.0004  -0.0027  -0.0052
O  1.5404  9.3247  35.829  0.0005  -0.003  0.0021
O  6.3171  9.0551  29.3986  -0.0016  0.0024  -0.0058
O  -7.4133  -8.3331  22.0987  0.0031  0.0024  -0.0026
O  -12.375  16.1483  28.2315  -0.0002  0.002  -0.0092
O  14.9429  -15.2068  28.0986  -0.0016  0.0031  -0.0107
O  4.1691  -23.1316  16.8885  0.0015  0.0032  0.0158
O  -24.6314  -7.8126  32.4173  -0.0013  -0.0022  0.0047
O  -2.842  -3.756  29.2948  0.0021  -0.0005  -0.0068
O  -16.3483  29.5264  26.1484  0.0319  -0.0142  -0.0214
O  -5.4395  5.466  15.4026  0.0009  0  0.0103
O  -16.2368  -9.3724  23.5612  -0.0024  0.0001  -0.0062
O  11.1923  5.8826  18.3988  0.0057  0.0027  0.019
O  11.9242  9.0303  29.9369  0.0004  -0.0045  -0.0037
O  -4.6943  35.64  25.6649  0.0044  -0.0045  -0.013
O  1.3345  26.6578  32.3775  0.0018  -0.0076  -0.0127
O  -16.3379  18.2322  33.3173  -0.0014  0.0001  0.0047
O  5.2497  1.0926  20.933  0.0012  0.0007  -0.0027
O  3.5401  7.1007  16.2408  -0.0076  0.0099  0.0258
O  7.4977  -16.378  22.076  -0.0032  0.0069  -0.0017
O  7.8925  7.8733  22.6931  -0.0016  0.0128  -0.0227
O  8.2235  8.2146  15.4277  0.0003  0.0004  0.0109
N  7.825  -7.9653  23.4268  -0.0014  0.0002  -0.0064
O  -3.1524  0.6369  20.1578  -0.0065  -0.0028  0.0037
O  -11.2551  -15.1643  20.8568  0.0031  -0.0006  -0.001
O  -11.8032  -20.586  23.8805  0.0005  -0.0009  -0.0022
O  -12.228  4.1419  17.3151  -0.0012  0.0008  0.0074
O  1.1358  1.7452  21.3816  -0.0022  0.0027  -0.0043
O  -0.8354  6.4512  16.1452  0.0077  -0.0117  0.0252
O  -14.3555  44.0705  29.2792  -0.0004  0.0007  -0.0044
O  -22.6621  7.8369  27.5688  -0.0021  0.0081  -0.0173
O  -2.5576  10.3722  22.9015  -0.0027  -0.0083  -0.0117
O  6.7431  6.3139  24.3815  -0.0008  0.0133  0.0062
O  13.3738  11.3764  23.278  0.0063  -0.0015  0.0023
O  -30.8784  -12.4945  24.4779  0.0001  0.0019  -0.0068
O  -13.3486  13.0377  34.8682  -0.0048  0.0049  0.0151
O  -4.2733  -11.6336  16.2652  -0.0087  0.0082  0.0244
O  -18.8603  -4.3245  33.3491  0.0079  0.0036  -0.0017
O  -24.7539  -2.9276  26.1849  -0.0125  -0.0084  -0.0176
O  -14.0737  11.6435  25.0564  -0.0002  0.0013  -0.0075
O  -3.5042  16.5235  32.5928  0.0023  -0.0005  -0.0032
O  -9.7947  8.7647  20.5916  0.0015  -0.0013  -0.0005
O  -40.6041  4.5341  29.1836  0.002  0.0002  -0.0047
O  -14.0034  3.3321  27.6576  -0.0144  0.0047  -0.0187
O  11.9046  4.5515  16.232  -0.0103  0.0079  0.0251
O  33.0887  -3.6383  25.2928  -0.002  0.0034  -0.0092
O  -21.0735  4.1619  20.3053  0.0056  0.003  0.0004
O  -9.4026  6.2668  27.6687  -0.002  -0.0007  -0.0093
O  -0.5203  -7.4179  33.5799  0.0012  0.0008  0.0004
O  -3.0095  14.1562  20.6386  -0.0015  0.0032  -0.0003
O  13.4017  -13.5449  18.4279  -0.0018  -0.0009  0.0248
O  -27.2205  7.1833  22.2388  0.008  -0.0007  -0.0054
O  -28.326  -10.7288  34.7469  0.0078  -0.0042  0.0152
O  -1.7421  -9.0375  16.0512  -0.0068  0.0122  0.0252
O  3.4151  19.8087  27.3615  0.001  0.0115  -0.0056
O  -12.0573  -6.0318  31.5414  0.0026  0.0013  0.0006
O  3.2707  13.6203  27.3088  -0.0015  -0.0031  -0.009
O  5.7048  -7.3259  21.9424  0.0002  0.0019  -0.0015
O  -21.2529  -0.684  32.1123  0.0014  0.0039  0.0004
O  6.5124  9.5859  35.4993  -0.0001  0.0029  0.0063
O  -20.0581  11.7122  33.8271  0.0013  0.0025  0.0044
O  0.4822  13.6403  31.1595  -0.0005  0.0012  0
O  -3.0233  -8.5504  18.2217  -0.0041  -0.0041  0.0151
O  -7.107  -2.9685  35.3164  0.0009  0.0024  0.0162
O  -6.701  -1.5182  23.0834  -0.0006  0.0012  -0.0058
O  -22.5292  3.6236  24.7738  -0.001  0.0023  -0.0087
O  -18.9815  2.7531  15.4898  0.0009  0.0001  0.0134
O  -17.7999  -8.5306  29.9091  0.0012  0.0028  -0.0084
O  -12.5065  -1.8934  20.8594  -0.0075  0.0031  0.0068
O  -9.3421  -29.6946  23.6913  0.0016  0.0004  -0.0154
O  5.6601  -0.0945  18.6475  0.0035  0.0005  0.0235
O  1.5005  -17.6735  35.6604  -0.0014  0.0012  -0.0019
O  14.2609  -8.3514  34.7847  -0.0031  0.0046  0.0154
N  -11.3289  11.368  29.7504  0.0002  -0.0001  -0.0057
O  -19.4618  6.8218  30.1323  0.0024  -0.0081  -0.0076
O  -17.0663  1.1059  16.3708  0.0088  -0.0095  0.0257
N  -4.5367  -23.1601  21.1433  0.0023  -0.0026  0.0032
O  1.7029  -1.8724  16.1206  0.0091  -0.0046  0.0238
O  -17.9909  -2.3722  20.6692  0.0033  0.0057  -0.0008
O  2.1456  6.3978  20.2327  0  0.0006  0.0027
O  -15.0522  16.3903  26.7278  -0.0047  0.0083  -0.0177
O  -7.0502  12.2356  32.4049  0.0005  0.0007  0.0051
O  -18.7576  6.8951  25.6825  -0.005  -0.001  -0.0106
O  16.2181  -7.0343  28.1216  0.0073  0.0042  -0.0115
O  -0.3114  -4.0591  29.9217  -0.0024  0.0033  -0.0033
O  -9.7719  2.3828  28.657  0.0031  0.0013  -0.0107
O  -13.924  -3.238  34.3423  0.0026  0.0061  0.0166
O  -36.3175  -7.1888  16.1326  0.0123  -0.0069  0.0263
O  -22.585  -7.6127  22.1771  -0.0021  0.0012  -0.0067
O  -12.9494  9.4131  30.1859  -0.0003  0.0013  -0.0069
O  -34.0381  2.882  29.3729  -0.0013  -0.0022  0.0018
O  -4.1466  4.0486  35.6927  0.0004  0.0002  0.0061
O  -11.7848  -19.7236  19.8092  -0.0058  0.0005  0.0001
O  -8.6432  0.4311  30.483  0.0021  0.0025  -0.0055
O  -10.8749  -32.6507  15.36  0.0001  0  0.0066
O  -11.9215  1.1394  32.8578  -0.0009  -0.0038  -0.0004
O  -28.7525  10.58  25.3963  -0.0026  -0.0055  -0.0116
O  -1.9661  -0.7213  27.6236  -0.001  -0.0034  -0.017
O  -20.3346  -6.0855  25.5408  -0.0019  -0.005  -0.0084
O  4.9503  10.9637  30.4257  0.0054  -0.0019  -0.0032
O  -25.3681  18.9588  31.7233  -0.0006  0.0003  0.0011
O  5.1103  10.8987  27.8103  -0.0047  -0.0042  -0.011
N  -1.0409  -1.3199  25.1633  0.003  0.0002  -0.006
O  -10.1034  -3.4325  32.1852  0.0012  -0.0027  0.0047
O  -10.4356  6.1862  34.5268  -0.0014  -0.0055  0.018

Results
free energy: -154114.851 eV
free energy less fixed offsets of N -386.36, O -570.45, Si -639.56 eV per atom: -5.071 eV

The program warned: the cutoff lies below the one the program advises for these potential files; the forces do not sum to zero within the program's tolerance; empty levels may hold ghost states of the PAW files; the exchange-correlation potential is rough where the density is thin.
